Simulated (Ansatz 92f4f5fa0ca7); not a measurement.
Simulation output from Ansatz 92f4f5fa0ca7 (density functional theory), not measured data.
Periodic cell of 288 atoms, Si196O92, from a study of silicon, its oxide and their interface. The atomic structure is a simulated model.
Doubt: the cutoff is far below the 930 eV that the study's wrapper takes by default for these files, so forces and energies are approximate.
This geometry differs little from another in the collection (a relaxation step or a small displacement).

Settings
functional: PBE
potential files: Ansatz PAW
basis: plane waves
wave-function cutoff: 580 eV
density cutoff ratio: 5
exchange-correlation grid ratio: 1
k mesh: 1 x 1 x 1, Gamma-centred
self-consistency stop: 5e-08 eV per atom in the density residual
occupations: fixed
spin: none
net charge: 0

Cell vectors (angstrom)
a  11.6015  0  0
b  0  10.938  0
c  0  0  40.5611

Atoms: element, x, y, z (angstrom)
Si  0  0  0.9665
Si  3.8672  0  0.9665
Si  7.7343  0  0.9665
Si  1.9336  1.3673  0.9665
Si  5.8008  1.3673  0.9665
Si  9.6679  1.3673  0.9665
Si  0  5.469  0.9665
Si  3.8672  5.469  0.9665
Si  7.7343  5.469  0.9665
Si  1.9336  6.8362  0.9665
Si  5.8008  6.8362  0.9665
Si  9.6679  6.8362  0.9665
Si  1.9336  2.7345  39.594
Si  5.8008  2.7345  39.594
Si  9.6679  2.7345  39.594
Si  0  4.1018  39.594
Si  3.8672  4.1018  39.594
Si  7.7343  4.1018  39.594
Si  1.9336  8.2035  39.594
Si  5.8008  8.2035  39.594
Si  9.6679  8.2035  39.594
Si  0  9.5708  39.594
Si  3.8672  9.5708  39.594
Si  7.7343  9.5708  39.594
Si  0  0  4.8337
Si  3.8672  0  4.8337
Si  7.7343  0  4.8337
Si  1.9336  1.3673  4.8337
Si  5.8008  1.3673  4.8337
Si  9.6679  1.3673  4.8337
Si  0  5.469  4.8337
Si  3.8672  5.469  4.8337
Si  7.7343  5.469  4.8337
Si  1.9336  6.8362  4.8337
Si  5.8008  6.8362  4.8337
Si  9.6679  6.8362  4.8337
Si  1.9336  2.7345  2.9001
Si  5.8008  2.7345  2.9001
Si  9.6679  2.7345  2.9001
Si  0  4.1018  2.9001
Si  3.8672  4.1018  2.9001
Si  7.7343  4.1018  2.9001
Si  1.9336  8.2035  2.9001
Si  5.8008  8.2035  2.9001
Si  9.6679  8.2035  2.9001
Si  0  9.5708  2.9001
Si  3.8672  9.5708  2.9001
Si  7.7343  9.5708  2.9001
Si  -0.1707  -0.1498  30.1656
Si  3.8213  -0.0242  30.1577
Si  7.6414  -0.0277  29.8274
Si  1.7862  1.1231  29.9703
Si  5.5933  1.4492  29.7192
Si  9.6032  1.2762  29.8493
Si  0.2734  5.3401  30.123
Si  4.0473  5.726  29.8671
Si  7.8242  5.5788  29.8504
Si  1.9352  6.949  30.043
Si  5.9517  7.0637  29.9888
Si  9.9113  6.6821  30.0707
Si  1.9828  2.7013  31.7849
Si  5.8045  2.7801  31.7285
Si  9.6329  2.7226  31.7636
Si  0.0331  3.964  31.9492
Si  3.8721  4.1769  31.7478
Si  7.7445  4.1296  31.7641
Si  2.0122  8.2448  31.999
Si  5.8696  8.3098  31.9656
Si  9.6543  8.1534  31.9402
Si  -0.01  9.4493  32.0448
Si  3.918  9.595  32.0721
Si  7.7645  9.6578  31.9033
Si  0.0147  0.0411  33.8217
Si  3.9134  0.0657  33.904
Si  7.7567  0.0583  33.8146
Si  1.9753  1.3697  33.7627
Si  5.8272  1.4233  33.7339
Si  9.6777  1.3932  33.7501
Si  -0.0036  5.4559  33.7975
Si  3.8814  5.453  33.7619
Si  7.7237  5.4346  33.7629
Si  1.9464  6.7891  33.83
Si  5.8177  6.8145  33.7923
Si  9.6398  6.7891  33.84
Si  1.9424  2.7415  35.7083
Si  5.8164  2.7413  35.7139
Si  9.6779  2.7409  35.7107
Si  0.0063  4.0996  35.7366
Si  3.8833  4.0992  35.7163
Si  7.7404  4.097  35.7201
Si  1.9423  8.203  35.7327
Si  5.8154  8.1915  35.7257
Si  9.6685  8.2049  35.7347
Si  0.0065  9.577  35.7329
Si  3.8885  9.5602  35.7599
Si  7.7354  9.5786  35.7248
Si  0  0  37.6604
Si  3.8672  0  37.6604
Si  7.7343  0  37.6604
Si  1.9336  1.3673  37.6604
Si  5.8008  1.3673  37.6604
Si  9.6679  1.3673  37.6604
Si  0  5.469  37.6604
Si  3.8672  5.469  37.6604
Si  7.7343  5.469  37.6604
Si  1.9336  6.8362  37.6604
Si  5.8008  6.8362  37.6604
Si  9.6679  6.8362  37.6604
Si  1.9391  2.7386  6.7672
Si  5.7807  2.7136  6.7989
Si  9.6533  2.747  6.7462
Si  -0.0063  4.1033  6.7642
Si  3.8761  4.1044  6.7741
Si  7.7007  4.0921  6.7656
Si  1.9405  8.2029  6.7577
Si  5.7899  8.2069  6.7832
Si  9.6392  8.2179  6.7482
Si  0.0022  9.557  6.7441
Si  3.861  9.5828  6.8008
Si  7.7074  9.584  6.7726
Si  0.0118  0.0065  8.6445
Si  3.8566  -0.017  8.7846
Si  7.7049  0.026  8.7103
Si  1.9446  1.3856  8.7097
Si  5.7596  1.3602  8.7799
Si  9.6672  1.3304  8.6261
Si  -0.0347  5.5228  8.664
Si  3.8916  5.4857  8.7029
Si  7.6745  5.4404  8.7077
Si  1.9497  6.8096  8.6685
Si  5.791  6.8768  8.7491
Si  9.5925  6.8199  8.6453
Si  1.922  2.8952  10.5539
Si  5.7073  2.6724  10.7815
Si  9.6697  2.6819  10.5288
Si  -0.0602  4.1568  10.5679
Si  3.9043  4.2017  10.6867
Si  7.7005  3.9505  10.5719
Si  1.9572  8.1725  10.5819
Si  5.8224  8.23  10.7327
Si  9.5887  8.2111  10.5326
Si  -0.0181  9.4342  10.45
Si  3.845  9.5936  10.7866
Si  7.6893  9.6742  10.6883
Si  -0.0154  -0.1376  12.2929
Si  3.5564  0.0752  12.7795
Si  7.621  0.1541  12.6972
Si  1.7008  1.4773  12.374
Si  5.5587  1.4413  12.9358
Si  9.6965  1.2827  12.4376
Si  0.0008  5.5209  12.5263
Si  3.9951  5.6196  12.6574
Si  7.8851  5.2226  12.4984
Si  1.969  6.8364  12.5342
Si  6.0869  6.8024  12.6732
Si  9.6249  6.8282  12.4411
O  9.2848  7.8914  13.685
O  12.9449  -3.0376  28.7932
O  14.9253  5.8196  18.0328
O  3.0026  10.159  14.1368
O  10.1641  2.2294  13.7146
O  17.827  4.7445  15.4679
O  1.2982  2.2955  13.7915
O  11.417  -13.5023  26.5662
O  8.8426  5.5647  15.8265
O  11.1391  6.9852  24.3465
O  5.4008  2.4528  14.28
O  1.8845  7.7697  13.9027
O  4.936  11.9288  24.4181
O  7.1262  -1.6971  26.3358
O  9.5785  5.1803  26.4196
O  6.0521  0.1945  22.1339
O  -4.5794  16.4357  25.7299
O  -1.3069  7.6111  28.7628
O  9.8753  1.8655  28.3004
O  7.7149  4.8287  28.3305
O  7.0697  -19.6825  23.643
O  4.5417  4.9389  28.4777
O  3.9371  9.7963  28.9326
O  13.5145  10.1088  27.1675
Si  30.5175  -13.3656  27.7735
Si  0.2692  8.2274  16.9629
Si  13.0918  -10.1911  26.9204
Si  8.2694  -11.866  25.452
Si  10.9761  -13.4107  25.0059
Si  -4.8625  -6.5728  20.1758
Si  28.2235  21.9515  20.8913
Si  11.4916  13.92  14.2798
Si  0.3452  -8.8212  19.9078
Si  14.74  -17.6396  17.5952
Si  17.2302  6.1391  22.2417
Si  12.9061  -6.3264  21.1541
Si  -3.4943  5.6456  26.9421
Si  -3.8054  -7.9927  22.4186
Si  9.9621  6.0379  16.9166
Si  -3.7807  -6.5697  15.4155
Si  3.4282  -1.4137  27.4308
Si  14.642  -4.0093  26.039
Si  9.0083  8.5906  17.4476
Si  4.4034  3.5998  27.5433
Si  13.2242  -1.6501  14.4341
Si  3.4691  8.3065  21.3779
Si  1.464  -6.4629  27.2441
Si  21.6468  -9.5705  26.7409
Si  14.7131  2.5187  20.2939
Si  -0.5607  -5.1408  23.2535
Si  30.5112  -0.1344  18.9628
Si  -5.2619  0.7381  23.6302
Si  8.3876  5.7431  21.9412
Si  4.916  3.8508  15.0314
Si  1.9689  -12.9264  23.815
Si  -0.066  -2.465  28.1757
Si  0.1279  -7.3468  17.2358
Si  9.2668  12.4654  20.3642
Si  22.0595  -6.8839  25.6262
Si  7.7203  -19.208  18.0151
Si  -3.6349  8.5305  14.4181
Si  15.2956  22.106  25.1175
Si  -6.0842  -16.7535  25.2048
Si  13.889  -4.2344  18.9743
O  15.0874  -2.9999  27.2178
O  -3.8348  -0.8355  14.0204
O  -4.1922  -11.253  24.2349
O  3.9297  -6.2765  14.0174
O  12.2959  4.5832  28.6852
O  -0.298  -0.9336  28.6936
O  23.3529  -7.4227  20.7575
O  -7.2384  -22.5273  26.3286
O  19.7806  4.438  22.916
O  22.758  -4.0027  16.208
O  -2.4918  -8.7735  21.8569
O  -6.5187  -19.5553  28.349
O  9.7005  13.5573  25.7518
O  7.1622  -4.1628  22.3234
O  10.6268  4.447  24.0611
O  6.6626  3.8041  18.6353
O  24.4175  7.6343  18.161
O  0.8418  16.3918  22.4752
O  -2.6295  11.1423  26.3908
O  25.7594  1.2391  25.7548
O  -7.0532  7.3541  22.1834
O  -3.3825  7.2127  27.3766
O  7.9529  -1.2855  28.7658
O  11.509  -6.3695  13.8887
O  15.0077  -7.7004  18.8583
O  13.0534  -27.1546  19.9148
O  6.5825  -3.2206  14.0077
O  16.7175  14.7046  26.0644
O  -7.2681  -9.386  20.7202
O  13.5262  -5.0234  26.6387
O  7.9793  9.4641  18.3405
O  -0.0403  -10.0848  26.3977
O  14.5751  -0.7209  24.0051
O  14.3058  -7.199  21.3513
O  19.8748  -2.4056  15.9981
O  12.0362  -1.5349  24.1695
O  10.5734  -1.7814  17.4438
O  14.7792  -3.2548  19.9125
O  1.8239  -9.4275  20.1854
O  3.9604  -1.102  21.1904
O  9.1735  -3.9078  17.9726
O  6.7831  3.0298  21.1278
O  25.3089  -24.4045  22.2807
O  14.0017  7.7216  24.7883
O  -10.3527  -1.809  16.015
O  -2.643  2.5748  19.1079
O  9.9008  17.2102  22.1609
O  11.9182  -0.9722  13.7121
O  30.3681  12.0636  17.9059
O  1.6371  12.4748  28.3498
O  -0.7858  -20.8411  20.307
O  13.2104  -17.6627  17.0444
O  14.3904  -7.4119  27.2913
O  -2.1527  -1.908  24.8663
O  19.8865  11.1946  20.2057
O  11.7817  -19.4584  18.3304
O  8.0844  -7.8037  16.4829
O  4.1003  -7.2896  16.4209
O  31.3286  -5.698  20.3934
O  17.0453  5.131  23.5516
O  4.421  -15.6365  25.5939
O  5.8201  -0.4061  19.5491
O  -0.3049  -19.0184  15.87
O  -6.0801  -5.6512  20.8103
O  0.3561  3.8567  26.235
O  22.249  -6.1847  17.643
O  19.6743  15.0899  13.8001
O  5.994  7.936  28.5474

Results
free energy: -176914.462 eV
free energy less fixed offsets of O -568.88, Si -635.61 eV per atom: 2.058 eV

Forces (eV/angstrom), in the order of the atoms: element, x, y, z
Si  -0.0006  0.012  -0.0098
Si  -0.0008  0.0332  0.0106
Si  0.0048  0.0401  -0.0039
Si  -0.0044  -0.0466  0.0024
Si  0.0014  -0.0738  0.0109
Si  0.0047  -0.0361  -0.0076
Si  0.0007  0.0312  0.0059
Si  -0.0073  0.0509  0.0064
Si  0.0043  0.0468  0.0023
Si  -0.007  -0.0264  -0.0073
Si  -0.0004  -0.0479  -0.0033
Si  0.0044  -0.0149  -0.0089
Si  0.0039  0.0451  -0.0132
Si  0.0011  0.068  -0.0179
Si  0.002  0.0426  -0.0138
Si  -0.0007  -0.0177  0.0059
Si  -0.0005  -0.0409  -0.0054
Si  0.0097  -0.0451  -0.0145
Si  0.006  0.0169  0.0144
Si  -0.001  0.0423  0.0017
Si  0.0059  0.007  0.0094
Si  0.0028  -0.0092  0.0166
Si  -0.0056  0.0044  0.0339
Si  0.0099  -0.0343  0.0061
Si  -0.0016  0.0192  -0.0957
Si  0.0154  0.0298  0.158
Si  -0.0458  0.0871  0.012
Si  0.0173  -0.0113  -0.0023
Si  -0.0245  -0.0833  0.1257
Si  -0.022  -0.0192  -0.1027
Si  0.0151  0.039  -0.0159
Si  0.0198  0.0331  0.0213
Si  -0.053  0.0142  0.0247
Si  0.0347  -0.055  -0.0512
Si  -0.0251  -0.01  0.0979
Si  -0.0313  -0.008  -0.065
Si  -0.0044  0.0302  -0.01
Si  -0.0078  0.0868  0.0233
Si  0.0042  0.005  -0.02
Si  -0.01  -0.0185  -0.0145
Si  0.0012  -0.0437  0.0056
Si  -0.001  -0.0309  -0.0054
Si  -0.0011  0.0167  -0.0082
Si  -0.0026  0.0525  0.0163
Si  -0.0048  -0.0082  -0.0231
Si  -0.0007  0.0093  -0.0203
Si  -0.0134  -0.0569  0.0259
Si  0.0042  -0.0419  0.0094
Si  0.0122  0.1471  -0.0069
Si  -0.0075  0.0893  -0.0201
Si  -0.0475  0.1032  0.0543
Si  -0.0252  -0.0652  0.0828
Si  0.0548  -0.0603  0.0698
Si  -0.0361  -0.0745  0.104
Si  -0.052  0.038  0.0287
Si  -0.1625  0.0477  0.0229
Si  -0.0228  0.0441  0.0558
Si  0.1842  -0.0447  0.001
Si  0.0473  -0.0779  0.0065
Si  -0.0233  -0.1261  0.0223
Si  0.0105  -0.0936  -0.0826
Si  -0.0445  -0.0401  -0.0578
Si  0.0704  -0.0568  -0.0704
Si  -0.0385  0.0141  -0.0136
Si  0.0561  0.0403  -0.0359
Si  -0.0205  0.0746  -0.0742
Si  -0.0508  -0.1621  -0.0265
Si  0.0138  -0.104  -0.027
Si  -0.0674  -0.0913  0.0041
Si  0.0467  0.0861  -0.0326
Si  0.0098  0.1102  -0.0458
Si  0.0738  0.101  -0.0919
Si  0.0045  -0.0675  0.037
Si  0.0106  -0.0658  0.05
Si  -0.0182  -0.0662  0.0932
Si  -0.0261  0.0701  0.0561
Si  0.0245  0.0907  0.0004
Si  0.0192  0.0592  0.0363
Si  -0.0313  -0.0703  0.0367
Si  0.003  -0.066  0.0244
Si  0.007  -0.0373  0.0366
Si  0.0052  0.0722  0.0455
Si  -0.0314  0.0538  0.0193
Si  0.0157  0.055  0.0136
Si  -0.0003  -0.0359  0.0094
Si  -0.0112  -0.0312  -0.0045
Si  -0.0052  -0.0266  -0.0024
Si  0.0179  0.0369  -0.0254
Si  -0.0043  0.0247  -0.0289
Si  0.0033  0.0167  -0.0092
Si  -0.0118  -0.008  -0.0117
Si  0.0054  0.0062  -0.0081
Si  0.0043  0.0096  -0.0109
Si  -0.001  0.006  -0.0023
Si  -0.0161  0.0017  0.0054
Si  0.0157  0.0142  -0.0271
Si  -0.0005  0.0233  0.0861
Si  0.0193  0.0249  0.2152
Si  -0.011  0.036  0.0369
Si  0.0114  -0.0143  -0.1546
Si  0.0054  -0.0655  -0.1429
Si  0.0013  -0.0307  -0.1451
Si  0.0143  0.0618  0.0226
Si  0.0089  0.0386  -0.0985
Si  0.0142  0.0544  -0.0848
Si  0.0029  -0.0152  0.0736
Si  0.0318  -0.0686  0.0413
Si  -0.0082  -0.0005  0.0861
Si  -0.006  0.0114  -0.0089
Si  0.012  -0.0387  0.0252
Si  -0.0037  0.0075  -0.008
Si  0.0111  0.0041  0.0135
Si  -0.022  0.0064  0.004
Si  0.0096  -0.0019  -0.0144
Si  -0.0074  -0.0048  0.0134
Si  -0.0055  0.0067  -0.014
Si  0.0133  0.0078  -0.0065
Si  -0.0138  -0.0154  -0.0178
Si  0.0068  0.0122  0.0039
Si  0.0051  0.0122  0.0252
Si  0.0229  -0.0179  -0.0149
Si  -0.0259  -0.047  -0.0168
Si  -0.0076  -0.067  -0.0118
Si  0.0023  0.0227  0.0131
Si  0.0242  0.0797  -0.0363
Si  0.0068  0.0312  0.0046
Si  -0.0166  -0.0453  -0.0385
Si  -0.0118  -0.0435  -0.0106
Si  0.01  -0.0332  0.0021
Si  -0.0096  0.0565  -0.0182
Si  0.0171  0.027  0.001
Si  0.0038  0.0288  -0.0285
Si  0.0292  -0.0385  -0.0318
Si  0.0162  -0.101  0.0599
Si  0.0443  -0.0687  -0.0211
Si  -0.0372  0.0722  0.0347
Si  -0.0071  0.0769  0.023
Si  -0.0586  0.0672  -0.0105
Si  0.0288  -0.0782  0.0002
Si  -0.0394  -0.0923  0.0437
Si  -0.0438  -0.0718  0.0293
Si  0.0045  0.0527  -0.0277
Si  0.0096  0.1024  0.0323
Si  0.043  0.0759  0.0045
Si  -0.0813  0.1833  0.0226
Si  0.0705  0.0433  -0.0315
Si  -0.0349  0.0492  0.0175
Si  0.0332  -0.1372  0.0265
Si  0.0008  -0.0449  -0.1044
Si  -0.0181  -0.1384  -0.0286
Si  0.0285  0.1097  -0.0054
Si  0.0164  0.069  -0.0493
Si  -0.0393  0.1158  -0.024
Si  0.0198  -0.1032  -0.0024
Si  0.0122  -0.0865  -0.0464
Si  0.0243  -0.0987  -0.027
O  -0.0278  0.049  -0.0024
O  -0.0869  0.0307  0.0166
O  0.0046  0.0065  -0.0168
O  -0.0595  -0.0408  0.0193
O  0.0373  0.0446  -0.0153
O  0.0355  0.0015  -0.0121
O  -0.0535  0.0254  -0.0273
O  -0.004  -0.0023  -0.0445
O  0.0055  0.0101  -0.012
O  0.0118  -0.0278  0.0086
O  -0.0056  0.0903  0.0804
O  -0.0242  0.0597  -0.0006
O  0.0098  -0.0039  0.0244
O  0.015  0.0083  -0.0208
O  0.0118  0.0079  0.032
O  -0.0072  -0.0129  -0.0134
O  -0.0267  0.0024  0.0161
O  0.0595  0.0301  0.0149
O  0.0279  0.0164  -0.0966
O  0.0227  -0.0032  -0.0587
O  0.001  0.0029  0.0078
O  0.0593  -0.0399  0.0007
O  -0.0305  0.0031  -0.0162
O  0.0489  0.0052  0.0126
Si  -0.0314  0.0465  0.059
Si  -0.0109  -0.0083  0.0573
Si  -0.0259  0.048  0.0378
Si  0.0085  0.0157  -0.0223
Si  -0.0081  0.0218  -0.0383
Si  -0.002  -0.0106  -0.0049
Si  0.0228  -0.002  0.0195
Si  0.0066  0.0193  -0.0004
Si  -0.0185  0.0088  -0.0231
Si  -0.0248  0.0044  0.0167
Si  -0.0023  -0.0144  0.0149
Si  -0.023  0.031  0.0012
Si  -0.0212  -0.0317  0.0057
Si  -0.0091  -0.0134  0.0078
Si  0.0108  0.0139  0.091
Si  -0.0358  -0.0079  -0.0257
Si  0.0049  -0.0121  0.0378
Si  -0.008  -0.0248  -0.0154
Si  0.0184  -0.0314  0.0442
Si  0.047  -0.0462  0.0393
Si  0.0497  -0.0007  -0.0044
Si  -0.0229  -0.0254  0.0053
Si  0.0007  0.0314  -0.0045
Si  -0.0164  0.0042  0.0051
Si  0.0044  0.0161  -0.0198
Si  -0.005  0.0028  -0.0067
Si  0.0219  -0.0193  -0.0012
Si  0.0145  -0.0192  0.007
Si  0.0259  0.0093  -0.0052
Si  0.0026  -0.0319  -0.0276
Si  -0.0167  0.0149  -0.0235
Si  -0.0087  0.0449  0.0397
Si  0.0108  0.0171  0.0385
Si  -0.0118  0.004  0.016
Si  -0.035  -0.0288  -0.0388
Si  0.0026  -0.0014  0.016
Si  -0.0349  0.0181  -0.0548
Si  -0.0072  -0.0153  -0.0452
Si  -0.0067  -0.0099  -0.0037
Si  -0.0371  0.0007  -0.0019
O  -0.0091  -0.0298  -0.0099
O  0.0197  -0.0835  -0.005
O  -0.0325  0.0185  -0.0086
O  0.0231  -0.0355  0.0221
O  0.0274  -0.0193  -0.0163
O  0.0037  -0.091  0.0096
O  0.0068  -0.0001  -0.0006
O  -0.0114  0.0215  0.0119
O  -0.0075  -0.0012  0.0111
O  -0.0054  -0.0027  -0.0434
O  0.0033  0.0001  -0.004
O  -0.063  0.1289  -0.0984
O  -0.0062  0.0128  0.0188
O  -0.0001  -0.003  0.0021
O  0.0133  0.0193  -0.0035
O  0.0008  0.0054  0.0029
O  0.0266  -0.0212  0.001
O  0.0125  -0.0071  -0.0001
O  -0.0192  -0.0224  0
O  0.0129  -0.015  0.0421
O  0.0029  0.0064  0.0007
O  0.0097  0.0001  0.0142
O  0.0035  -0.1284  -0.0653
O  -0.0063  -0.0624  -0.0084
O  -0.0037  -0.0213  0.0222
O  0.0047  -0.0129  0.0111
O  0.0693  0.0668  0.0324
O  0.015  0.0227  0.002
O  -0.0071  0.0046  -0.008
O  0.0346  0.0035  0.0144
O  -0.0183  0.0281  -0.0015
O  0.0234  0.0001  0.0231
O  -0.0024  -0.0118  0.0255
O  0.0072  -0.008  0.0041
O  0.0185  0.0012  0.0312
O  0.0253  -0.0033  0.017
O  -0.0131  0.0056  -0.0319
O  0.0198  0.0093  0.0082
O  0.0109  -0.0048  -0.0004
O  0.0017  0.008  -0.0118
O  -0.0077  0.0035  -0.0396
O  -0.0038  0.0071  -0.0066
O  0.0095  -0.0017  -0.0171
O  -0.0047  0.0106  0.0177
O  -0.0124  0.002  -0.0144
O  -0.0009  -0.0133  -0.0066
O  -0.0145  -0.0036  -0.0009
O  0.0135  -0.0324  -0.0196
O  -0.0002  -0.0006  -0.01
O  -0.0089  -0.0319  -0.0759
O  0.0003  -0.0013  -0.0025
O  0.0076  -0.0107  -0.0191
O  -0.0229  0.0205  0.0212
O  -0.0029  -0.0116  0.0283
O  0.0069  0.0011  0.0027
O  0.0068  -0.0158  0.0067
O  -0.0079  -0.0021  -0.0194
O  -0.0052  -0.0007  -0.0008
O  -0.0047  0.005  -0.0055
O  -0.0013  0.0174  -0.022
O  -0.0012  -0.0044  0.0342
O  -0.0168  0.004  -0.0056
O  -0.0182  -0.0061  0.0218
O  0.0047  -0.0063  -0.0126
O  0.0129  -0.0021  0.0324
O  0.002  -0.01  -0.0324
O  0.0119  -0.0321  0.0529
O  0.0249  0.0285  -0.0095

The program warned: the cutoff lies below the one the program advises for these potential files; the forces do not sum to zero within the program's tolerance; the exchange-correlation potential is rough where the density is thin.
